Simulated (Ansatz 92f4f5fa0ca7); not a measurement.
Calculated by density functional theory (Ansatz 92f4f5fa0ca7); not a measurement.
Periodic cell of 268 atoms, Si148O120, from a study of silicon, its oxide and their interface. The atomic structure is a simulated model.
This geometry differs little from another in the collection (a relaxation step or a small displacement).

Settings
functional: r2SCAN
potential files: Ansatz PAW
basis: plane waves
wave-function cutoff: 800 eV
density cutoff ratio: 5
exchange-correlation grid ratio: 1
k mesh: 1 x 1 x 1, shifted by 0.5 0.5 0 of a step
self-consistency stop: 1e-10 eV per atom in the density residual
occupations: fixed
spin: none
net charge: 0

Cell vectors (angstrom)
a  10.88  0  0
b  0  10.88  0
c  0  0  37.6809

Atoms: element, x, y, z (angstrom)
Si  -0.3839  0.2256  -0.1364
Si  3.1154  2.3118  -0.0356
Si  -0.3286  5.8357  -0.3594
Si  3.0197  8.062  -0.0202
Si  5.3362  0.1971  0.4158
Si  8.3032  2.4737  -0.3521
Si  5.287  5.8783  0.0411
Si  8.275  7.9498  0.2399
Si  1.2732  1.3406  1.1134
Si  4.1495  4.1234  1.1015
Si  1.2957  6.8878  1.0601
Si  4.1502  9.4093  1.487
Si  6.9941  1.4467  1.3581
Si  9.4962  4.1098  0.9478
Si  6.7991  6.776  1.5779
Si  9.4758  9.5948  1.3333
Si  -0.0275  2.782  2.4511
Si  2.6637  -0.0073  2.5888
Si  0.016  8.1852  2.572
Si  2.7014  5.4836  2.4472
Si  5.483  2.7878  2.5851
Si  8.1976  0.0342  2.7503
Si  5.4824  8.1501  2.8779
Si  8.2171  5.3035  2.6191
Si  1.3646  4.1104  3.8478
Si  4.0739  1.3883  3.8999
Si  1.3616  9.5079  3.973
Si  4.0307  6.7441  3.9999
Si  6.8301  4.0439  4.0145
Si  9.594  1.4201  3.9743
Si  6.8252  9.5776  4.1088
Si  9.5442  6.7775  3.9102
Si  0.0368  0.0094  5.3215
Si  2.7201  2.7447  5.2557
Si  0.0259  5.4418  5.2825
Si  2.7066  8.1493  5.3414
Si  5.4032  0.058  5.3496
Si  8.1825  2.6984  5.3624
Si  5.4506  5.4197  5.3308
Si  8.2073  8.1392  5.3307
Si  1.3954  1.3691  6.6572
Si  4.0793  4.0692  6.6642
Si  1.3508  6.794  6.6873
Si  4.0726  9.5319  6.6786
Si  6.8058  1.3517  6.7116
Si  9.5475  4.0869  6.6736
Si  6.8194  6.7874  6.6715
Si  9.5625  9.5136  6.6744
Si  0.0155  2.7  8.0198
Si  2.7238  0.0105  8.0483
Si  0.0117  8.1562  8.0632
Si  2.7078  5.4227  8.0224
Si  5.4421  2.7283  8.0339
Si  8.1922  -0.0253  8.0231
Si  5.45  8.1561  7.9929
Si  8.1896  5.44  8.0455
Si  1.3483  4.057  9.3906
Si  4.0723  1.3935  9.3928
Si  1.3589  9.5322  9.4181
Si  4.0725  6.8053  9.3385
Si  6.8276  4.0617  9.3842
Si  9.539  1.3443  9.397
Si  6.8523  9.4653  9.3351
Si  9.5524  6.7821  9.4369
Si  0.0014  0.0061  10.8025
Si  2.692  2.7408  10.7887
Si  0.0057  5.3742  10.8058
Si  2.7191  8.1351  10.7339
Si  5.5154  0.0035  10.5928
Si  8.1993  2.7157  10.7714
Si  5.4285  5.4348  10.6627
Si  8.1707  8.1337  10.7715
Si  1.3194  1.4128  12.1879
Si  4.0864  4.1445  12.0728
Si  1.4142  6.7091  12.133
Si  4.1712  9.5589  11.9058
Si  6.8202  1.2974  12.0252
Si  9.5033  4.0493  12.2396
Si  6.7785  6.72  12.0454
Si  9.5222  9.4903  12.1494
Si  -0.0126  2.7511  13.7174
Si  2.8335  -0.0245  13.2773
Si  -0.0429  7.9912  13.4416
Si  2.8382  5.4633  13.6061
Si  5.4149  2.6702  13.2757
Si  8.157  0.0255  13.495
Si  5.4608  8.1878  13.2609
Si  8.0008  5.3658  13.5489
Si  1.653  3.9464  14.9775
Si  3.8455  1.623  14.6436
Si  1.6448  9.2358  14.3884
Si  3.9804  7.2106  14.7712
Si  6.8584  3.6712  14.8094
Si  9.2131  1.542  14.9489
Si  6.9968  9.2458  14.6453
Si  9.176  6.9283  14.815
Si  2.3457  4.2857  17.886
Si  -4.5812  12.4865  22.2567
Si  -0.693  8.974  18.8133
Si  3.7195  9.2174  18.8399
Si  6.5488  1.9824  19.4068
Si  -5.0681  11.1845  24.9884
Si  5.8116  8.1147  17.0284
Si  4.9616  2.8387  17.0072
Si  5.9265  6.3504  21.7023
Si  -0.3667  4.138  21.916
Si  -0.3187  -1.971  21.8341
Si  9.0985  11.7314  18.0371
Si  1.4884  10.1911  17.1198
Si  8.5323  6.5999  17.7282
Si  -3.3158  -4.2385  25.6514
Si  -2.9757  8.1839  23.08
Si  -9.6652  10.8894  23.2054
Si  3.2254  6.5047  20.0989
Si  5.395  11.4879  31.292
Si  8.7775  2.2773  23.6003
Si  1.343  17.392  22.626
Si  7.506  3.7341  25.9705
Si  -1.1607  5.2542  26.9855
Si  1.015  -4.3706  25.4987
Si  -4.8621  9.1184  29.4971
Si  2.734  11.2375  20.8357
Si  4.9196  6.082  30.2406
Si  8.0537  4.6681  20.0737
Si  0.8943  12.5734  18.8175
Si  3.401  -6.9592  28.7638
Si  2.3922  8.1521  27.5002
Si  2.199  2.6693  22.2873
Si  0.3907  -1.4922  25.7417
Si  -2.2303  10.6257  24.9385
Si  4.8575  2.8877  26.2473
Si  -6.2311  4.0662  23.3776
Si  2.223  7.3324  30.47
Si  -1.5283  1.0674  32.9618
Si  0.1626  5.75  34.1399
Si  1.8516  -2.8054  33.2347
Si  0.6174  4.985  29.4798
Si  -2.1593  -3.0827  33.7863
Si  -5.5149  -2.1516  26.5614
Si  -7.6047  2.4758  31.5901
Si  5.7833  3.62  31.9729
Si  4.5457  1.0008  35.3967
Si  -0.219  -0.9506  34.7471
Si  -3.13  9.8077  31.6712
Si  3.8567  9.083  34.9499
Si  7.0068  2.5466  34.4159
Si  6.4884  7.4902  35.6833
Si  11.2316  3.3301  32.106
O  0.1884  -0.6239  -1.4076
O  -3.3898  -1.5234  -7.5431
O  1.7284  8.3084  -6.0347
O  6.0754  2.1528  -6.4938
O  5.1667  -0.4477  -7.6418
O  0.0895  5.4939  -1.9231
O  2.8589  8.829  -1.4598
O  1.486  6.5851  -3.9368
O  4.112  1.2517  0.6842
O  3.4247  2.0076  -1.6316
O  7.5326  2.9498  -1.7524
O  8.0724  1.5034  -3.852
O  3.9876  6.7926  -0.3197
O  6.1036  6.023  -1.383
O  9.3623  6.9532  -0.4932
O  7.2737  8.4512  -0.9447
O  2.6131  2.6246  15.0292
O  1.4408  4.5439  16.5229
O  4.6202  1.5228  16.0955
O  8.1187  2.7202  15.1918
O  1.092  10.1925  15.5736
O  9.413  11.7816  16.4438
O  2.7016  8.1855  15.0663
O  4.7724  7.1343  16.2184
O  9.3507  -4.552  16.3403
O  6.0759  1.1418  20.7165
O  6.0734  3.7762  16.2557
O  9.484  4.2659  20.6981
O  5.213  16.3959  22.9111
O  1.3031  11.7422  17.4999
O  29.6705  12.6709  22.3349
O  8.2382  8.2446  15.0082
O  2.6875  5.491  18.9326
O  2.9314  7.9928  19.5405
O  -13.4353  5.2588  18.5939
O  -7.1347  3.8445  17.2545
O  7.2549  5.6641  21.0704
O  3.7705  10.4415  19.9052
O  10.1588  1.8092  18.8213
O  7.6107  12.1647  18.4238
O  5.2836  2.2709  18.4721
O  0.0296  5.6088  22.4098
O  5.1819  8.7155  18.3895
O  9.1959  10.2093  18.5525
O  4.8133  6.4463  20.5037
O  0.8523  -2.8469  22.5042
O  0.5292  9.0894  17.7887
O  7.7018  2.87  24.6374
O  1.4644  12.496  23.3025
O  -3.7407  14.2491  19.9384
O  -5.3156  13.8796  22.59
O  12.1869  9.3005  27.0868
O  7.0094  5.1613  25.4376
O  2.9893  9.7396  17.4959
O  1.3593  11.6202  20.0448
O  9.3992  7.5971  18.6416
O  -0.1822  10.3761  22.5204
O  13.3123  17.104  21.4786
O  -3.801  18.096  17.4256
O  1.2588  -0.612  24.6905
O  -1.4208  1.0041  24.3113
O  1.6086  3.1301  18.7474
O  -4.3757  -3.1149  22.3304
O  -0.0426  -1.8554  20.2691
O  -2.6881  7.1073  24.2446
O  1.8759  17.1181  24.1468
O  1.8779  4.4359  28.6396
O  -1.0175  14.243  23.1712
O  -5.6469  -1.1535  25.3077
O  -7.3555  6.4931  30.9852
O  -6.0553  1.3685  25.701
O  -1.7715  -2.656  22.0073
O  -8.4966  10.38  22.171
O  6.2325  9.3906  16.0974
O  3.2271  12.7055  21.3385
O  -7.7897  14.6943  22.9757
O  -7.113  3.1437  27.398
O  3.8829  0.9717  31.7783
O  5.8604  -5.8413  31.1168
O  -1.9961  3.8811  26.7879
O  0.9858  14.2467  21.4668
O  10.2803  5.2581  28.4784
O  1.8938  6.752  26.8402
O  8.7305  6.5364  26.7831
O  -4.5453  -7.7607  26.8846
O  5.811  0.5371  23.3769
O  11.0527  3.9894  30.6525
O  -4.567  -3.3568  26.0994
O  0.0025  -5.5787  25.8517
O  3.4114  -7.9847  30.0201
O  3.8452  10.6685  34.6009
O  -4.8358  -1.5616  27.9016
O  -3.4395  -3.7579  34.4605
O  -1.5359  -1.8953  34.7038
O  -1.1282  -0.9286  25.9234
O  5.5423  1.8626  34.4856
O  18.1929  0.3327  25.655
O  0.9766  6.368  30.2008
O  3.3807  8.3224  33.6245
O  4.218  3.5086  32.4201
O  4.4371  5.1772  28.9565
O  -0.8743  -8.5655  32.2227
O  0.1769  -3.0095  25.228
O  1.7719  2.5516  32.143
O  3.8584  8.3295  26.8976
O  0.244  4.3456  33.3592
O  -6.2268  3.8819  24.9846
O  -8.3392  8.1294  29.104
O  5.5847  7.5431  29.8458
O  0.9556  9.1563  33.9965
O  -2.6984  -2.4282  32.4201
O  5.4891  0.2317  36.4757
O  5.286  8.4367  35.2391
O  -1.0864  -4.2657  33.574
O  6.7727  3.7144  33.2795
O  -1.9329  -0.0069  31.8251
O  -0.4559  11.3194  33.9818
O  6.3917  -0.3128  32.2231
O  9.4244  1.328  36.9369
O  -2.8764  -1.2536  23.8242

Results
free energy: -163107.734 eV
free energy less fixed offsets of O -570.45, Si -639.56 eV per atom: 1.146 eV

Forces (eV/angstrom), in the order of the atoms: element, x, y, z
Si  0.0019  -0.0071  -0.0118
Si  0.0019  -0.0036  -0.011
Si  -0.0014  0.0011  -0.0154
Si  0.0121  0.0021  -0.0123
Si  0.0025  0.0018  -0.0103
Si  -0.0066  -0.0028  -0.0181
Si  -0.0004  0.0142  -0.0112
Si  -0.0035  -0.006  -0.0115
Si  -0.0006  -0.0003  0.0006
Si  -0.0002  0.001  0.0015
Si  -0.0023  -0.0016  0.0038
Si  -0.0007  -0.0019  -0.0024
Si  -0.0008  0.0014  0.0005
Si  -0.0015  0.002  0.0026
Si  -0.0005  0.0024  0.0022
Si  0.0016  0.0043  0.0033
Si  0.0021  -0.0005  -0.0003
Si  -0.002  0.0019  0
Si  -0.0012  -0.0001  -0.0011
Si  -0.0009  -0.0022  -0.0012
Si  0.0023  0.0016  -0.0001
Si  0.0026  -0.0005  -0.0019
Si  -0.0023  -0.0063  -0.0022
Si  0.0007  0.0019  -0.0022
Si  0.0006  0.0016  0.0023
Si  -0.0033  0.0013  -0.0006
Si  0.0026  0.0022  0.0037
Si  -0.0001  0.0019  0.0034
Si  -0.0034  -0.0008  0.0021
Si  -0.0008  -0.0007  0.0029
Si  0.0026  -0.0002  -0.0015
Si  0.0048  -0.004  0.0007
Si  -0.0007  -0.001  0.0002
Si  -0.0002  0.0007  0.0014
Si  -0.001  0.0015  0.0015
Si  -0.0025  -0.0019  -0.0005
Si  0.0011  -0.0004  0.0011
Si  0.0013  0.0015  0
Si  0.0022  -0.0008  -0.0006
Si  0.001  -0.0003  0.0025
Si  -0.0004  0.0015  -0.0007
Si  -0.0015  0.0004  -0.0005
Si  0  -0.001  -0.0003
Si  -0.0007  -0.0006  -0.0004
Si  0.0009  -0.0004  -0.0008
Si  0.0008  -0.0003  0
Si  0.0007  -0.0014  -0.0001
Si  0.0004  -0.0006  -0.0003
Si  -0.0003  -0.0002  0.0009
Si  -0.0013  -0.0003  0.0007
Si  0.001  -0.001  0.0003
Si  -0.0003  -0.0011  0
Si  0.0009  0.0012  -0.0002
Si  0.002  0.0025  0.0006
Si  -0.0001  -0.0017  0.001
Si  0.0002  0.0007  0.0006
Si  0.0019  0.0007  -0.0005
Si  0.0003  -0.0002  -0.0008
Si  0.0007  -0.001  0.0009
Si  -0.0026  0.0003  -0.0007
Si  0.0015  -0.0023  0.0004
Si  -0.001  0.0012  0.0002
Si  0.0005  0.0006  -0.0007
Si  0.0013  0.0001  -0.0017
Si  -0.0005  0.001  -0.0051
Si  -0.0073  0.0043  -0.0036
Si  0.0014  -0.0015  -0.0015
Si  0.0031  0.0003  0.0008
Si  0.0007  -0.0017  0.0057
Si  0.0019  -0.0008  0
Si  0.0002  0.0013  -0.0015
Si  0.0017  -0.0047  -0.0056
Si  0.0034  0.0017  0.0032
Si  0.0017  -0.001  0.0025
Si  0.0006  -0.0006  -0.0012
Si  -0.0017  -0.0033  -0.0006
Si  0.0019  0.0036  0.0021
Si  -0.0001  -0.0011  -0.0005
Si  0.0004  -0.0003  0.0018
Si  0.0024  0.0038  0.0033
Si  -0.002  -0.0016  -0.0055
Si  0  -0.0005  0.0031
Si  -0.0018  -0.0055  -0.0016
Si  -0.0038  0.002  -0.0019
Si  0.0008  -0.001  0.0024
Si  -0.0003  0.0002  -0.0023
Si  -0.0028  0.003  -0.0037
Si  0.0013  0.0001  -0.0036
Si  0.0074  0.0001  0.025
Si  0.0012  -0.0039  0.0116
Si  0.0221  0.0077  0.0103
Si  0.0031  0.0232  0.0075
Si  -0.0056  0.0047  0.0072
Si  0.0038  -0.0071  0.0155
Si  -0.0012  -0.002  0.0216
Si  0.005  0.0015  0.0226
Si  0.0011  0.0021  0.0193
Si  0.0024  0.0013  0.0094
Si  0.001  -0.0016  0.0127
Si  -0.0012  0.0021  0.0111
Si  0.0004  0.0006  0.0126
Si  0.0008  -0.002  0.0017
Si  0.0018  0.0021  0.0187
Si  -0.0024  -0.002  0.0182
Si  -0.0012  0.001  0.0088
Si  0.0009  0.001  0.0076
Si  -0.0002  -0.0006  0.0081
Si  -0.0022  -0.0006  0.0184
Si  -0.0012  -0.003  0.0124
Si  0.0024  -0.0011  0.0154
Si  0.0007  0  0.0007
Si  0.0001  0.0018  0.0053
Si  -0.0021  0.0007  0.0037
Si  0.0017  -0.0004  0.0129
Si  -0.0024  -0.0003  -0.0093
Si  -0.0015  -0.002  0.0044
Si  -0.0022  0.0004  0.0072
Si  -0.0001  0.0011  -0.0023
Si  -0.0019  -0.0019  -0.0071
Si  -0.0009  0.0001  -0.0012
Si  -0.0046  -0.0026  -0.0074
Si  -0.0006  0.0024  0.0103
Si  -0.0013  0.0008  -0.0105
Si  0.0013  -0.0011  0.0117
Si  -0.0004  -0.0004  0.012
Si  0.0003  0.0009  -0.011
Si  0.0006  0.0011  -0.0132
Si  -0.0008  0.0019  0.0057
Si  -0.001  0  -0.0015
Si  -0.0002  0.0011  0.0007
Si  0.0028  0.0003  -0.0034
Si  -0.0006  0.0001  0.0034
Si  0.0003  -0.0017  -0.0174
Si  -0.0002  0.0037  -0.0141
Si  0.0018  -0.0058  -0.021
Si  0.003  0.0015  -0.0177
Si  -0.0032  0.0093  -0.0123
Si  -0.0013  -0.0005  -0.0143
Si  -0.0021  -0.0029  -0.0062
Si  -0.0003  0.0014  -0.0102
Si  -0.0049  0.0046  -0.0141
Si  0.0017  0.0008  -0.0177
Si  0.0017  -0.0004  -0.0153
Si  -0.0041  0.0015  -0.0131
Si  -0.0024  -0.0018  -0.0137
Si  -0.0015  0.0039  -0.0194
Si  0.0029  0.0022  -0.0149
Si  0.0046  0.0018  -0.0149
O  -0.0011  0.0038  0.0128
O  0.0025  0.0035  0.0099
O  -0.0054  0.0006  0.0092
O  -0.0004  0.0016  0.0088
O  0.0014  0.0037  0.0078
O  -0.0005  -0.0033  0.0187
O  -0.0003  -0.0021  0.0138
O  -0.0019  -0.0018  0.0117
O  -0.0026  0.0028  0.0027
O  -0.0028  0.0042  0.0124
O  0.005  0.0001  0.0162
O  -0.0022  0.0022  0.0103
O  -0.0141  -0.0144  -0.0032
O  0.0014  -0.0037  0.0112
O  0.0027  0.0008  -0.0003
O  0.0033  -0.0004  0.0073
O  -0.0025  0.0019  -0.0095
O  -0.0023  0.0005  -0.0158
O  -0.0001  -0.0003  -0.0077
O  0.0088  0.0061  -0.0007
O  -0.0003  -0.0008  -0.0125
O  -0.0011  0.004  -0.0165
O  -0.023  -0.0255  0.0153
O  -0.0018  -0.004  -0.0164
O  0.0002  0.0022  -0.0136
O  -0.0005  -0.0002  -0.0051
O  0.0036  0.0004  -0.0092
O  -0.0017  0.0006  -0.0041
O  -0.0006  0  -0.003
O  -0.0015  -0.0017  -0.0055
O  -0.0016  -0.0004  -0.0046
O  -0.0018  -0.0027  -0.015
O  0.0015  -0.0047  -0.0088
O  0.0006  0.0012  -0.0076
O  -0.0008  0.0021  -0.0087
O  -0.0008  -0.0023  -0.0103
O  0.0009  -0.0013  -0.0051
O  -0.0004  -0.0033  -0.0057
O  -0.0015  -0.0017  -0.0058
O  0.0034  -0.0015  -0.0055
O  -0.0024  0.0009  -0.008
O  0.0012  -0.0009  -0.0023
O  0.0004  -0.0008  -0.0094
O  0.0025  0.0038  -0.007
O  -0.0016  0.0034  -0.0038
O  -0.0001  0.0005  -0.0037
O  0.0021  -0.0003  -0.0078
O  -0.0023  0.0005  -0.0014
O  0.001  0.0004  -0.0028
O  -0.0005  -0.0003  -0.0046
O  -0.0005  -0.0012  -0.0027
O  0.0028  -0.002  0.0026
O  0.0013  0.0003  -0.0013
O  -0.0031  0.0029  -0.0053
O  -0.001  0.0014  -0.0088
O  -0.0029  -0.0017  -0.0017
O  0.0005  -0.0015  -0.0017
O  0.0001  0.0007  -0.0044
O  -0.0038  0.0032  -0.007
O  -0.0006  0.0011  -0.0015
O  0.0001  0.0005  -0.0006
O  0.0014  0.0007  -0.0089
O  0.0001  -0.0021  -0.0014
O  -0.0008  0.001  -0.0087
O  0.0015  -0.0005  -0.0016
O  0.0007  0.0001  -0.0004
O  0.0002  -0.0026  0.0041
O  0  0.0021  -0.0034
O  -0.0011  0.0015  0.0027
O  -0.0012  0.0023  0.0052
O  -0.0002  0.0013  0.0018
O  0.0004  0  -0.0042
O  0.0014  -0.0002  -0.0053
O  0.0018  -0.0009  -0.0125
O  -0.0005  -0.001  -0.0046
O  -0.0001  -0.0002  -0.0023
O  0.0001  0.0012  0.0052
O  0.0011  0  0.006
O  0.0005  -0.0038  0.0076
O  0.0021  0.0008  -0.002
O  -0.0002  0.0002  -0.0029
O  0.0061  -0.002  0.0087
O  0.0002  0.0008  0.0031
O  -0.0004  -0.0012  0.0023
O  -0.0013  0.0011  0.0023
O  0.0002  0.0012  -0.0009
O  0.0002  -0.0025  0.011
O  0.0008  0.0015  -0.0012
O  0.0001  0.0014  0.0011
O  0.0017  -0.0019  0.0106
O  0.0004  0.001  0.0099
O  -0.0004  0.0008  0.0103
O  -0.0024  -0.0003  0.0071
O  -0.0005  0.0047  0.0064
O  0.0016  0.0003  0.0012
O  -0.0015  -0.0041  0.0086
O  -0.002  -0.0004  0.0012
O  0.0038  -0.0033  0.0003
O  0.0013  0.0067  0.0038
O  0.0016  0.001  0.0062
O  -0.0006  0.0023  0.0084
O  -0.0013  -0.0006  0.0078
O  0.0031  0  -0.0013
O  -0.0027  0.0016  0.0063
O  0.0028  -0.0014  0.0037
O  -0.002  0.0088  0.008
O  -0.001  -0.0018  0.0004
O  -0.0012  -0.0004  0.0087
O  -0.001  -0.0007  0.0046
O  -0.0057  -0.0006  0.0092
O  0.0051  -0.0039  0.0089
O  0.0006  -0.0015  0.0107
O  -0.0009  -0.0016  0.0069
O  0.0041  0.0046  0.0108
O  0.0032  -0.0031  0.0098
O  0.0001  0.0016  0.0072
O  0.0044  -0.0039  0.0054
O  0.0023  -0.0001  0.0067
O  0.005  0.006  0.0099
O  0.0001  -0.0012  -0.0011

The program warned: the cutoff lies below the one the program advises for these potential files; the forces do not sum to zero within the program's tolerance; empty levels may hold ghost states of the PAW files; the exchange-correlation potential is rough where the density is thin.
